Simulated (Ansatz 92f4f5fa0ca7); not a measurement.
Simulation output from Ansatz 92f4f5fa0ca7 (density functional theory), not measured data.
Periodic cell of 258 atoms, Si166O92, from a study of silicon, its oxide and their interface. The atomic structure is a simulated model.

Settings: functional PBE; potential files Ansatz PAW; basis plane waves; wave-function cutoff 700 eV; density cutoff ratio 5; exchange-correlation grid ratio 1; k mesh 2 x 2 x 1, shifted by 0.5 0.5 0.5 of a step; self-consistency stop 5e-08 eV per atom in the density residual; occupations fixed; spin none; net charge 0.

Cell vectors (angstrom)
a 10.938 0 0
b 0 10.938 0
c 0 0 38.2095

Atoms: element, x, y, z (angstrom)
Si 0 0 0.683
Si 5.469 0 0.683
Si 2.7345 2.7345 0.683
Si 8.2035 2.7345 0.683
Si 0 5.469 0.683
Si 5.469 5.469 0.683
Si 2.7345 8.2035 0.683
Si 8.2035 8.2035 0.683
Si 1.3673 1.3673 2.0503
Si 6.8362 1.3673 2.0503
Si 4.1018 4.1018 2.0503
Si 9.5708 4.1018 2.0503
Si 1.3673 6.8362 2.0503
Si 6.8362 6.8362 2.0503
Si 4.1018 9.5708 2.0503
Si 9.5708 9.5708 2.0503
Si 2.7345 0 36.158
Si 8.2035 0 36.158
Si 0 2.7345 36.158
Si 5.469 2.7345 36.158
Si 2.7345 5.469 36.158
Si 8.2035 5.469 36.158
Si 0 8.2035 36.158
Si 5.469 8.2035 36.158
Si 4.1018 1.3673 37.5253
Si 9.5708 1.3673 37.5253
Si 1.3673 4.1018 37.5253
Si 6.8362 4.1018 37.5253
Si 4.1018 6.8362 37.5253
Si 9.5708 6.8362 37.5253
Si 1.3673 9.5708 37.5253
Si 6.8362 9.5708 37.5253
Si 0.2998 -0.2674 27.9108
Si 5.1923 0.2647 28.0572
Si 2.8541 2.3474 28.0637
Si 7.9519 2.9077 28.0019
Si -0.4434 5.7263 28.1096
Si 5.67 5.1328 28.0288
Si 2.5076 8.3722 28.0725
Si 8.263 7.9449 27.8753
Si 1.3247 1.245 29.4153
Si 6.7699 1.389 29.3656
Si 4.0159 4.0277 29.2886
Si 9.4621 4.0779 29.3987
Si 1.2805 6.8101 29.3188
Si 6.7688 6.7909 29.3034
Si 4.0693 9.5674 29.3575
Si 9.4848 9.5762 29.13
Si 2.7087 -0.0608 30.7892
Si 8.1731 -0.0302 30.6138
Si -0.0336 2.7105 30.6839
Si 5.4042 2.7439 30.7391
Si 2.6696 5.4287 30.6477
Si 8.1063 5.4488 30.7518
Si -0.0855 8.2359 30.6368
Si 5.4401 8.1802 30.6718
Si 4.0753 1.3465 32.101
Si 9.5244 1.339 32.025
Si 1.34 4.0723 32.0534
Si 6.7591 4.0991 32.117
Si 4.0496 6.8112 32.0217
Si 9.5309 6.8377 32.0379
Si 1.2956 9.5286 32.0834
Si 6.8277 9.5465 32.027
Si -0.0394 -0.002 33.4238
Si 5.4673 -0.0261 33.4207
Si 2.7092 2.7242 33.4405
Si 8.1724 2.7157 33.4162
Si -0.0264 5.4633 33.4016
Si 5.4115 5.4817 33.445
Si 2.6945 8.171 33.4175
Si 8.1842 8.1958 33.4204
Si 1.3458 1.3538 34.7937
Si 6.8241 1.349 34.7924
Si 4.0782 4.0921 34.8029
Si 9.5552 4.0887 34.777
Si 1.3468 6.81 34.7914
Si 6.8198 6.8319 34.7911
Si 4.0838 9.5491 34.7778
Si 9.5523 9.5607 34.792
Si 2.7356 0.0038 3.4132
Si 8.2408 0.0199 3.4106
Si 0.0386 2.7563 3.3991
Si 5.4781 2.748 3.4267
Si 2.7648 5.4956 3.4227
Si 8.2019 5.4834 3.4031
Si 0.0165 8.2211 3.4316
Si 5.4992 8.2238 3.4073
Si 4.1134 1.3553 4.7723
Si 9.654 1.3692 4.7586
Si 1.4088 4.1083 4.7718
Si 6.8479 4.1382 4.7875
Si 4.1283 6.8917 4.7874
Si 9.5665 6.8441 4.7649
Si 1.3872 9.5984 4.8172
Si 6.8949 9.5707 4.7621
Si 0.0592 0.0444 6.2202
Si 5.5111 -0.0214 6.0931
Si 2.7525 2.7165 6.1492
Si 8.2903 2.7543 6.054
Si 0.0045 5.4711 6.0865
Si 5.492 5.5441 6.1628
Si 2.7821 8.2614 6.181
Si 8.2597 8.2364 6.1694
Si 1.4557 1.386 7.6409
Si 6.9368 1.363 7.3392
Si 4.1037 4.1304 7.4505
Si 9.652 4.0621 7.4725
Si 1.3274 6.874 7.4259
Si 6.8757 6.9156 7.5529
Si 4.1973 9.6249 7.5719
Si 9.6306 9.5982 7.5722
Si 2.9606 0.1428 9.0234
Si 8.1973 0.0456 8.8433
Si 0.0482 2.7438 8.9933
Si 5.6647 2.8223 8.6224
Si 2.6088 5.4284 8.7451
Si 8.326 5.5159 8.7617
Si 0.1358 8.2872 8.9277
Si 5.5283 8.2466 9.0169
Si 4.6157 1.5404 10.2228
Si 9.315 1.5988 10.2148
Si 1.0964 4.4154 10.3321
Si 7.1729 3.9446 10.0397
Si 3.8629 6.87 10.0261
Si 9.8342 6.6656 10.1112
Si 1.8962 9.3164 10.198
Si 6.6217 10.0003 10.2936
O -4.0802 -8.0065 15.6665
O -4.8932 10.6648 26.7561
O 9.8777 -14.7858 17.3493
O 5.1387 11.2541 22.9839
O 2.7711 15.5941 22.2277
O -10.558 7.5812 14.5126
O -5.3998 1.0076 14.2205
O -0.469 -7.8202 13.1024
O 6.4578 -6.3203 17.6427
O 3.6808 -6.2486 15.8082
O 6.4276 4.4088 11.4414
O 12.4982 1.4013 12.6915
O -3.25 0.377 15.5265
O 4.117 3.9641 24.5389
O 4.019 12.2427 27.4965
O -28.8102 -0.4331 15.8615
O 5.3222 3.8338 22.2678
O -0.7554 7.9021 19.9734
O 7.0766 20.995 24.3472
O 9.7389 0.5974 17.1923
O 8.4981 16.5277 18.9752
O 0.2935 -1.0094 23.9952
O -22.8158 1.0167 14.5013
O -14.5044 35.6259 20.9358
Si -15.0052 5.6735 18.8392
Si 12.3372 4.2143 26.1326
Si -3.9697 -9.3275 14.704
Si -0.2352 -12.8166 14.2523
Si 1.8859 10.77 12.9452
Si 10.8102 0.3413 24.7903
Si 12.7023 -2.3668 18.0232
Si 12.5234 20.347 23.1353
Si -33.8921 8.355 18.4123
Si -20.9721 14.5244 18.5388
Si -9.5539 37.3332 21.3707
Si -28.6442 5.6321 14.5455
Si 12.1103 -18.933 13.0443
Si -17.0045 1.3024 19.5745
Si 21.9154 3.0977 23.6848
Si 30.3622 12.9862 24.9299
Si 9.5644 -5.3958 17.7253
Si 31.3497 -20.0598 13.1648
Si 20.3787 -9.3185 18.4174
Si -13.4895 19.2834 12.3667
Si 15.2049 -0.5772 17.4544
Si -4.2278 0.4114 23.4248
Si -7.2693 -2.9221 25.1284
Si 6.4434 -1.4724 25.7209
Si 4.6593 -0.3759 14.3752
Si -17.8574 16.2367 25.4538
Si 9.3012 43.9014 15.7054
Si 12.5466 6.8863 15.3145
Si -7.2289 0.6957 22.284
Si 2.1343 -6.815 15.8389
Si -6.1065 15.2651 11.7973
Si 11.6581 -14.3492 20.6256
Si -4.9452 3.6965 20.803
Si 7.5874 3.6945 16.9013
Si -4.5548 18.8386 14.6664
Si 7.6087 12.1357 20.6778
Si 6.8842 8.5077 17.6818
Si -7.079 -29.1404 22.953
O 4.2376 5.7245 11.1601
O 1.0684 8.5034 21.8885
O 5.2145 5.5749 26.5108
O 9.6538 11.9483 11.7386
O 23.7906 2.8083 26.7793
O -10.2039 16.9365 21.1788
O -10.9492 5.5837 10.7225
O -3.0588 -8.8536 13.4241
O 2.5196 8.6392 24.2027
O -14.3291 -3.3092 13.5623
O 4.9769 2.9185 19.7719
O 3.8361 0.6811 20.6609
O 8.3465 -1.9267 18.2925
O 1.4076 -0.9692 11.6148
O -5.8662 -2.1448 25.2002
O 0.9774 25.9629 24.5762
O -6.4194 4.539 13.3779
O 2.9643 -12.2188 18.125
O 14.2169 13.1036 22.8185
O 6.8404 4.0527 27.6565
O -2.0829 4.6888 16.4987
O 18.4394 -2.469 26.4875
O 2.0427 -25.0943 16.6525
O -16.2082 -1.3542 17.7964
O 3.4783 -11.2668 13.2572
O 4.3776 0.9283 18.0775
O 7.4232 31.3183 11.6273
O 16.5463 11.2424 10.8009
O 11.032 4.8291 26.8515
O -2.0755 7.1989 11.3247
O 9.2114 33.4105 24.72
O 13.4348 10.6266 22.5927
O 5.4757 -4.3841 14.8235
O -9.0647 3.3283 17.2393
O -6.964 6.5667 24.4523
O 0.2523 -1.6936 17.9877
O -6.6375 13.739 11.3292
O 0.174 11.293 26.3944
O -23.053 9.5419 15.5034
O 11.2222 -7.3716 22.1432
O 3.1614 40.6719 26.667
O 1.1049 5.3979 15.7566
O 2.6358 5.2407 26.3208
O 6.3858 -14.6915 18.5044
O -25.7234 -13.7176 16.1058
O -20.0181 25.1133 14.4933
O 7.0001 12.7444 24.2773
O -37.4097 0.6352 19.8205
O -5.4082 9.2001 14.1595
O 12.2903 -12.4299 27.6394
O 1.029 -0.8479 14.1481
O 9.7391 9.0618 12.9365
O -9.2539 14.8434 11.81
O 8.2674 2.8283 10.539
O 12.7573 18.6077 19.4007
O 2.8815 8.0548 10.655
O -1.5088 6.8305 27.4639
O 8.4696 13.3273 26.525
O 10.8619 -8.6217 18.7424
O 1.7375 3.842 19.9146
O 17.1738 5.2043 20.2533
O -10.944 26.7772 18.2788
O -2.7146 2.6093 17.9518
O 2.9023 -4.2632 14.3014
O -1.9732 -10.0191 19.8157
O -3.2605 22.2819 22.0997
O 11.517 23.4627 24.0015
O 20.3239 14.106 24.1143

Results
free energy: -157871.377 eV
free energy less fixed offsets of O -569.03, Si -635.61 eV per atom: -9.357 eV

Forces (eV/angstrom), in the order of the atoms: element, x, y, z
Si -0.0086 -0.0121 -0.0094
Si -0.0319 -0.0228 0.0084
Si -0.0309 -0.0488 0
Si -0.0157 -0.0165 -0.0054
Si -0.0284 -0.0247 0.0074
Si -0.0055 -0.0154 -0.0148
Si 0.0094 -0.0343 -0.003
Si -0.0167 -0.0376 -0.001
Si 0.12 0.0025 -0.1544
Si 0.0706 0.0873 0.0796
Si 0.0808 0.0605 0.0215
Si 0.0144 0.0324 -0.0135
Si 0.0389 0.065 0.09
Si -0.0262 0.0148 -0.1769
Si 0.0348 0.0354 -0.0137
Si 0.122 -0.0176 -0.0425
Si -0.0239 -0.074 -0.0768
Si -0.0423 -0.0249 0.0561
Si -0.0807 0.0279 -0.0187
Si -0.0241 -0.0452 -0.0214
Si -0.1173 -0.0362 0.1075
Si -0.0471 -0.0518 -0.085
Si -0.0355 -0.0371 -0.0411
Si -0.0779 0.0082 0.0087
Si 0.0376 0.0527 -0.0088
Si -0.0001 0.0131 -0.0041
Si 0.0262 0.0324 0.01
Si 0.0124 0.0217 -0.0067
Si 0.0017 0.0058 -0.0068
Si 0.0117 0.0309 -0.0076
Si 0.0232 0.0197 -0.0015
Si 0.0096 0.0395 0.0033
Si 0.0445 -0.0073 -0.046
Si -0.0055 0.0026 -0.0305
Si -0.0121 -0.0123 -0.0051
Si -0.0153 0.0181 -0.0505
Si -0.0012 -0.0014 -0.0171
Si 0.0098 -0.004 -0.0404
Si -0.013 0.0021 -0.0504
Si -0.0116 -0.0118 -0.0193
Si 0.0006 0.0231 -0.0023
Si 0.0139 -0.0005 0.0055
Si 0.0002 -0.0177 0.0036
Si 0.0029 -0.0087 0.0175
Si -0.0122 -0.0105 0.0098
Si -0.0023 0.0156 -0.0055
Si 0.0124 0.0163 -0.0074
Si 0.0068 0.0028 0.0249
Si -0.0064 -0.001 0.016
Si 0.0159 -0.015 0.0113
Si -0.0022 0.0079 -0.0112
Si 0.0033 0.0096 0.0097
Si -0.0011 -0.0022 0.0039
Si -0.0161 -0.0017 0.0059
Si -0.0025 0.0101 -0.003
Si 0.006 -0.0044 0.0117
Si 0.0052 -0.0007 -0.0156
Si -0.0086 -0.0093 0.0031
Si -0.0013 -0.0055 -0.013
Si -0.0097 -0.0005 -0.019
Si -0.0038 -0.0074 -0.012
Si 0.0085 0.0079 -0.0078
Si -0.0064 -0.012 -0.0171
Si 0.0057 -0.0007 -0.0216
Si 0.0011 0.0086 0.0016
Si 0.0034 0.0029 0.0015
Si -0.005 0.0139 -0.0027
Si 0.0122 -0.0099 -0.005
Si 0.0039 0.0048 -0.0019
Si -0.0016 -0.0001 -0.0005
Si 0.0042 -0.0065 0.0007
Si -0.0069 0.0088 0.0055
Si -0.011 -0.0024 0.0132
Si 0.0033 -0.0011 0.0124
Si -0.0053 0.0036 0.0108
Si 0.0038 -0.0074 0.0165
Si 0.0029 -0.0006 0.0104
Si -0.0074 0.0049 0.0134
Si 0.0055 -0.0079 0.0141
Si -0.0023 0.0003 0.0171
Si 0.0057 0.0044 -0.0076
Si 0.0032 -0.0114 -0.0116
Si -0.0026 -0.0043 -0.0101
Si -0.002 0.0091 -0.0139
Si 0.0023 -0.003 -0.0134
Si 0.0027 0.0085 -0.0051
Si 0.001 0.0123 -0.0113
Si -0.0074 -0.0096 -0.0086
Si -0.012 0.0085 0.0054
Si 0.0037 -0.0159 0.0073
Si 0.0003 -0.0088 0.0036
Si -0.0073 0.0084 0.01
Si 0.0046 -0.0153 -0.0035
Si -0.0123 -0.0029 0.001
Si -0.0029 -0.0054 -0.0064
Si 0.0017 -0.0029 -0.004
Si 0.0159 0.0215 0.0151
Si -0.0063 -0.0068 0.0118
Si 0.0025 -0.0064 0.0062
Si 0.0277 0.0233 0.0148
Si -0.0049 0.0108 0.0102
Si 0.0097 0.0124 0.01
Si 0.0114 0.0177 0.0182
Si -0.0043 -0.0028 0.0164
Si -0.0017 0.0053 -0.0135
Si 0.0267 -0.0187 -0.0031
Si -0.0153 0.0096 0.0184
Si 0.0103 -0.0178 0.0029
Si -0.009 -0.0099 -0.0169
Si -0.0168 0.0224 -0.0007
Si 0.0143 0.0042 0.005
Si -0.0001 -0.0109 -0.0077
Si 0.0058 0.0079 0.0051
Si 0.0085 0.0102 0.015
Si 0.001 0.0223 -0.0159
Si -0.0175 0.0081 -0.0094
Si -0.005 -0.0208 0.0195
Si -0.0402 -0.0235 -0.0107
Si -0.0275 -0.0389 0.0083
Si -0.003 0.0215 0.0076
Si 0.0294 0.0085 0.0305
Si -0.0097 0.0039 0.0472
Si 0.0078 0.0203 0.0174
Si 0.0073 -0.022 0.057
Si -0.0158 -0.0256 0.002
Si -0.0121 -0.0056 0.0367
Si 0.0004 -0.0253 0.054
Si 0.018 -0.0031 0.0044
O 0.0138 -0.0193 0.005
O -0.0167 -0.0123 0.0025
O -0.0033 0.0003 0.0179
O 0.0046 0.0094 -0.0009
O -0.0071 -0.022 -0.0026
O 0.0147 0.014 0.0136
O 0.0034 -0.0181 0.0123
O 0.0276 -0.0241 -0.0008
O 0.0353 0.0034 0.0147
O -0.036 0.0035 -0.0156
O -0.01 -0.0196 -0.0246
O -0.0042 0.0036 0.0188
O 0.0172 0.0203 -0.0128
O -0.0114 0.0143 -0.0032
O 0.0132 -0.0076 -0.0258
O 0.022 -0.0017 -0.002
O -0.0183 -0.0125 -0.017
O 0.0299 0.0003 -0.0114
O -0.0064 0.029 0.0084
O -0.0218 0.0111 -0.0099
O -0.0139 -0.0083 -0.0342
O 0.0124 0.0181 0.0013
O -0.0165 -0.0136 0.0035
O -0.0225 -0.0217 -0.0079
Si -0.0027 0.0008 0.0055
Si 0.0089 0.0128 0.0116
Si -0.0042 0.0065 0.003
Si -0.0021 -0.0003 -0.0011
Si -0.0025 -0.0005 -0.0097
Si 0.0029 -0.0042 -0.005
Si 0.0018 -0.0039 0.0088
Si -0.0009 -0.0108 -0.0053
Si 0.0025 -0.008 0.0109
Si 0.0047 -0.0019 0.0057
Si 0.0007 0.0014 -0.0073
Si 0.0035 -0.0053 -0.0015
Si -0.0017 -0.0084 -0.0022
Si -0.0033 0.0009 -0.0063
Si 0.0041 0.0038 -0.0086
Si -0.0003 0.0015 -0.0105
Si 0.0008 0.0023 0.0052
Si -0.0018 0.0035 -0.0053
Si 0.0037 -0.0058 0.0069
Si 0.0042 -0.0028 -0.0026
Si -0.0038 0.0091 0.0022
Si 0.0022 -0.0054 -0.0043
Si 0.0004 0.009 0.0008
Si -0.0091 -0.0072 -0.008
Si -0.0042 -0.0002 -0.0013
Si -0.0128 -0.0009 0.0099
Si 0.0022 -0.0053 0.0081
Si -0.0022 0.002 0.0001
Si -0.0034 -0.003 -0.008
Si 0.0007 -0.0058 0.0076
Si -0.0058 0.0272 -0.0079
Si -0.0049 -0.0006 -0.0015
Si 0.0009 0.007 -0.0028
Si -0.0046 0.0025 0.0033
Si 0.0055 -0.0021 0.0015
Si 0.0067 -0.0012 -0.0035
Si 0.0004 -0.0031 0.0069
Si 0.0025 0.0068 -0.0011
O 0.0139 0.0094 0.0137
O 0.0043 -0.0007 0.0074
O -0.0118 -0.0048 0.0127
O -0.0098 0.0293 -0.0029
O 0.0084 0.0179 -0.0048
O 0.0136 -0.0024 -0.0047
O 0.0067 -0.0087 0.0214
O 0.0068 -0.0235 0.0238
O 0.008 0.0053 0.0077
O -0.0054 0.0205 -0.0038
O 0.0264 -0.0177 0.0259
O 0.0284 0.0197 0.009
O -0.0056 -0.0057 -0.0206
O 0.0213 0.001 -0.01
O -0.0125 -0.0089 0.0195
O -0.0071 -0.0189 0.0132
O 0.0053 0.0057 0.0086
O 0.0037 -0.0087 -0.016
O 0.0212 -0.0042 -0.0048
O 0.0075 -0.0175 -0.024
O -0.0114 -0.0008 0.0369
O 0.0074 0.0118 0.01
O -0.02 -0.0043 -0.0067
O -0.0172 -0.0099 -0.0055
O -0.0089 0.0022 0.0167
O 0.0106 -0.018 0.0214
O -0.0105 -0.0116 0.0069
O -0.0136 0.0063 0.0178
O 0.0123 0.0091 0.001
O 0.0229 0.0195 -0.0021
O 0.0081 0.0225 0.0075
O -0.0057 -0.0061 0.0171
O -0.0093 0.0066 -0.0127
O -0.0171 0.0229 -0.0022
O -0.0036 -0.0059 0.0321
O 0.0241 -0.0207 0.012
O 0.0183 -0.0231 -0.0005
O -0.0064 -0.0098 0.0177
O 0.0045 0.02 -0.0221
O 0.0169 0.0107 0.0084
O -0.0126 0.0131 0.0017
O 0.0384 0.001 -0.0051
O 0.0103 -0.0128 -0.0391
O 0.0244 -0.0044 -0.0103
O -0.0146 0.0047 0.0023
O -0.0017 0.0166 0.0001
O 0.011 -0.0217 -0.0056
O -0.0069 0.03 0.0182
O 0.0012 0.0015 0.017
O 0.0003 -0.0004 -0.0243
O -0.0117 -0.0056 -0.0068
O -0.0081 -0.0141 0.0179
O -0.0271 -0.0009 -0.005
O 0.0046 0.0001 0.0171
O -0.0268 0.0142 -0.0011
O -0.0078 0.0216 0.0284
O 0.0024 -0.0049 -0.0225
O -0.0076 0.0039 0.0144
O 0.0042 0.0182 -0.0066
O -0.0261 0.0099 0.0116
O 0.0065 -0.0219 -0.0198
O -0.0038 -0.0214 -0.001
O 0.0046 0.006 -0.0097
O -0.0086 -0.0106 0.0315
O -0.021 0.0125 -0.0026
O -0.0256 0.0184 0.0036
O -0.0259 0.0058 0.0138
O 0.017 -0.0314 0.0198

The program warned: the cutoff lies below the one the program advises for these potential files; the forces do not sum to zero within the program's tolerance; the exchange-correlation potential is rough where the density is thin.
